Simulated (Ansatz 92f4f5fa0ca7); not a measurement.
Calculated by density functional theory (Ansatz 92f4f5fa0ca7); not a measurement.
Periodic cell of 184 atoms, Si120O64, from a study of silicon, its oxide and their interface. The atomic structure is a simulated model.
This geometry differs little from another in the collection (a relaxation step or a small displacement).

Settings
functional: r2SCAN
potential files: Ansatz PAW
basis: plane waves
wave-function cutoff: 800 eV
density cutoff ratio: 5
exchange-correlation grid ratio: 1
k mesh: 1 x 1 x 1, shifted by 0.5 0.5 0 of a step
self-consistency stop: 1e-10 eV per atom in the density residual
occupations: fixed
spin: none
net charge: 0

Cell vectors (angstrom)
a  10.88  0  0
b  0  10.88  0
c  0  0  27.1591

Atoms: element, x, y, z (angstrom)
Si  0.1611  -0.1164  0.0203
Si  2.9826  2.3488  0.1526
Si  -0.2618  5.7919  -0.0965
Si  2.1947  8.3758  -0.1293
Si  5.2121  0.1283  0.0268
Si  7.9027  2.9145  -0.2269
Si  5.6421  5.1174  -0.1475
Si  8.3045  7.8767  0.1297
Si  1.3597  1.2946  1.4222
Si  4.0904  4.0575  1.2695
Si  1.2467  6.8413  1.352
Si  3.9887  9.3794  1.1531
Si  6.8073  1.3613  1.2252
Si  9.5163  4.0515  1.0896
Si  6.7482  6.6492  1.3059
Si  9.4823  9.5364  1.2988
Si  -0.0392  2.7477  2.5778
Si  2.7301  -0.1258  2.6741
Si  -0.0614  8.1944  2.723
Si  2.6953  5.4458  2.5793
Si  5.449  2.6975  2.6439
Si  8.132  0.0198  2.6161
Si  5.3818  8.0913  2.5613
Si  8.1749  5.3389  2.6207
Si  1.3312  4.091  3.942
Si  4.0811  1.3155  3.9765
Si  1.3499  9.4891  4.0639
Si  4.0494  6.7788  3.9665
Si  6.8053  4.0355  4.0105
Si  9.503  1.3791  3.9602
Si  6.7512  9.5003  3.9213
Si  9.4722  6.7716  3.9947
Si  -0.0112  0.0308  5.3346
Si  2.6977  2.714  5.2969
Si  -0.0035  5.4439  5.3368
Si  2.7263  8.1234  5.374
Si  5.4463  -0.0171  5.338
Si  8.1596  2.6978  5.3624
Si  5.429  5.4407  5.3207
Si  8.1182  8.1606  5.3185
Si  1.3456  1.382  6.6913
Si  4.0559  4.0856  6.6667
Si  1.363  6.7778  6.7175
Si  4.0876  9.5163  6.6984
Si  6.8107  1.338  6.7106
Si  9.5072  4.0912  6.6884
Si  6.7684  6.8151  6.6907
Si  9.5095  9.5327  6.6699
Si  -0.0189  2.7438  8.0422
Si  2.7199  0.0099  8.0268
Si  0.0163  8.185  8.0243
Si  2.7264  5.4374  8.0851
Si  5.4385  2.7445  8.0098
Si  8.1851  0.0009  8.0753
Si  5.4635  8.1987  8.0725
Si  8.1425  5.4597  8.0348
Si  1.3175  4.083  9.4163
Si  4.0887  1.3858  9.3486
Si  1.3848  9.5288  9.4073
Si  4.1095  6.8417  9.4116
Si  6.7826  4.0972  9.4006
Si  9.5364  1.3855  9.4279
Si  6.8394  9.5445  9.4581
Si  9.504  6.8525  9.3538
Si  0.0439  0.025  10.7636
Si  2.7032  2.6895  10.706
Si  -0.0679  5.4945  10.7169
Si  2.7827  8.2082  10.7928
Si  5.4663  0.0923  10.738
Si  8.1254  2.7243  10.7739
Si  5.4798  5.51  10.7723
Si  8.2381  8.1913  10.8102
Si  1.457  1.2962  12.1424
Si  4.0057  4.1354  11.9708
Si  1.3219  6.8395  12.0351
Si  4.2005  9.623  12.1318
Si  6.7591  1.4157  12.1996
Si  9.4272  4.1526  12.0833
Si  6.9066  6.8289  12.1828
Si  9.5846  9.6011  12.171
Si  0.0113  2.7908  13.2298
Si  2.891  -0.0129  13.6349
Si  0.1836  8.2741  13.4767
Si  2.6336  5.4481  13.3548
Si  5.3431  2.9079  13.4005
Si  8.1259  0.0153  13.5662
Si  5.6098  8.3157  13.482
Si  8.1833  5.4316  13.6665
Si  1.4669  3.8472  14.6803
Si  3.8732  1.786  14.8569
Si  1.9554  9.1194  14.9318
Si  4.0759  6.9063  14.4331
Si  6.1884  4.6163  14.8011
Si  9.6778  1.3985  14.5825
Si  7.2678  9.1929  15.0565
Si  9.5874  7.0224  14.739
Si  -1.822  4.5645  18.8843
Si  10.4858  0.9077  21.9354
Si  -2.4943  -0.9551  17.692
Si  0.6711  3.4612  22.3677
Si  11.0133  -0.2894  16.5518
Si  17.8995  -1.2219  25.1124
Si  14.1292  5.3467  18.0978
Si  12.896  -5.0137  20.9201
Si  -1.9067  4.8203  22.055
Si  10.5306  -3.6165  22.0772
Si  4.9586  3.1681  17.1179
Si  3.8193  -2.8185  22.365
Si  -1.6182  1.0229  24.8914
Si  0.4526  5.6126  16.9479
Si  6.1972  -1.1584  22.3083
Si  5.9995  4.8704  19.0145
Si  8.8999  9.6253  20.6845
Si  9.3719  1.7431  17.5071
Si  2.3206  10.7299  22.7963
Si  13.4646  2.0607  24.4541
Si  1.4428  6.4993  24.6804
Si  4.279  5.8592  24.1994
Si  5.966  15.1117  22.0208
Si  4.6696  1.5437  22.5557
O  -6.7585  -8.6347  -3.2319
O  -0.3588  0.6836  -1.307
O  2.6737  -5.3307  -2.9812
O  3.1496  -3.9946  -5.6803
O  -1.4499  6.8566  -0.4714
O  1.2232  9.6366  -0.469
O  11.7186  -0.0933  -4.9617
O  2.216  7.6261  -1.5875
O  4.1089  1.2674  -0.3345
O  5.7685  -0.4342  -1.3997
O  4.9112  5.7195  -1.4774
O  8.5084  2.3219  -1.6374
O  0.5662  7.1776  -3.703
O  6.7657  4.025  -0.6489
O  9.7032  12.0818  -3.8154
O  7.4474  8.4234  -1.1286
O  9.1949  3.0304  18.4141
O  -1.7675  2.1316  15.9438
O  4.5732  1.7612  16.3802
O  8.5943  -1.6802  19.1353
O  3.063  7.9381  15.2732
O  9.9196  8.661  21.5122
O  8.2718  11.5213  17.9623
O  13.4742  5.2273  19.5646
O  5.6027  14.1954  18.6109
O  5.1361  5.8535  15.1654
O  12.5739  -6.3428  21.7692
O  10.8384  0.323  15.0593
O  8.3203  7.958  15.1546
O  7.1424  9.5455  16.6848
O  11.5443  4.2799  16.0429
O  13.3985  2.6724  15.0775
O  8.2651  -0.2284  24.9605
O  1.986  6.0982  17.33
O  -0.7037  4.1351  22.8971
O  4.8228  -5.033  18.3562
O  -0.5583  -5.5419  18.2001
O  1.4526  2.7455  23.5537
O  -7.3437  3.9905  17.2422
O  9.222  4.5674  20.4806
O  7.5244  -6.6204  22.4998
O  10.8465  0.9843  17.5721
O  9.7643  -1.2667  16.8778
O  12.3594  9.7043  16.42
O  7.5554  5.1615  18.5581
O  6.1681  3.8416  16.2411
O  5.0197  8.8477  21.6156
O  0.4916  5.5729  25.6192
O  5.4042  -8.1477  21.7451
O  9.1701  6.4033  22.318
O  10.5294  -4.1993  16.0388
O  20.4234  0.2314  20.8131
O  2.3357  0.4463  24.3175
O  2.7327  -1.7  22.7713
O  -7.535  0.8048  21.9244
O  2.3458  2.77  25.8739
O  -4.986  15.9155  20.6187
O  5.7595  11.2369  22.6911
O  0.1886  2.2984  21.3379
O  5.0575  4.913  23.1553
O  7.4419  9.7028  21.3275
O  6.6334  9.0352  23.6932
O  0.6173  6.7031  20.882
O  4.4266  7.387  23.6988

Results
free energy: -113253.601 eV
free energy less fixed offsets of O -570.45, Si -639.56 eV per atom: 2.399 eV

Forces (eV/angstrom), in the order of the atoms: element, x, y, z
Si  -0.0227  -0.0013  0.0082
Si  0.0184  0.0023  0.0275
Si  -0.0183  -0.0214  0.0276
Si  0.0347  -0.0018  0.0219
Si  0.0012  -0.0007  0.042
Si  0.0029  0.0181  0.0425
Si  0.0069  -0.005  0.0418
Si  -0.0113  -0.0097  0.0258
Si  0.0001  0.0001  -0.0024
Si  0.0027  -0.0024  -0.0074
Si  -0.0042  -0.0079  -0.0042
Si  -0.0043  -0.0001  -0.0087
Si  -0.0036  -0.0023  0.0003
Si  0.0023  0.0019  -0.0064
Si  0.0058  0.004  -0.0012
Si  -0.0015  -0.0017  -0.004
Si  -0.0087  0.0041  0.0025
Si  0.0095  0.0055  0.0128
Si  -0.0021  -0.0028  0.004
Si  0.0019  0  0.0031
Si  -0.0045  -0.0059  0.0038
Si  -0.0086  0.0057  0.0005
Si  0.0071  0.0028  0.0022
Si  0.003  -0.0009  0.0051
Si  0.0003  -0.0023  -0.0031
Si  0.0002  0.0016  -0.0063
Si  -0.0034  0.002  0.0001
Si  -0.0048  0.0015  -0.0022
Si  0.0012  -0.0001  -0.0078
Si  0.0079  -0.0026  -0.0049
Si  -0.0058  -0.0022  -0.005
Si  -0.0086  0.0012  -0.0028
Si  -0.0029  0.0008  0.0001
Si  0.0003  0.0031  -0.0016
Si  0.001  -0.0022  -0.0015
Si  0.0038  -0.0029  0.0005
Si  0.0004  -0.0016  -0.0024
Si  -0.0029  -0.0004  -0.002
Si  -0.0023  -0.0001  0.001
Si  0.0032  0  -0.0001
Si  -0.0025  -0.0005  -0.0001
Si  0.0019  -0.0018  0.0005
Si  -0.0011  0.0018  0.0018
Si  -0.0024  -0.0006  0.0016
Si  0.0005  0.002  0.002
Si  -0.0005  -0.0014  0.0007
Si  -0.0022  0.0004  -0.0003
Si  0.0002  0.0014  0.0006
Si  0.0003  0.003  0.001
Si  0.0027  0.0037  -0.0015
Si  -0.0014  -0.0013  -0.0019
Si  0.0001  0.0011  -0.0006
Si  -0.0034  -0.0001  -0.0015
Si  0.0028  -0.002  -0.0003
Si  -0.0005  -0.0017  0.0003
Si  0.0014  0.0022  -0.0011
Si  -0.0008  -0.0025  0.0017
Si  0.0011  -0.0029  0.0003
Si  0.0008  -0.0022  0.0044
Si  -0.0032  -0.001  -0.0012
Si  -0.0005  0.0009  0.002
Si  -0.0017  0.001  -0.0014
Si  0.0024  0.0026  0.0019
Si  0.0001  0.0005  0.0017
Si  -0.0038  -0.0054  0.0006
Si  -0.0058  0.0111  -0.0018
Si  0.0063  -0.004  0.0022
Si  -0.0005  0.005  0.0094
Si  -0.0008  -0.0005  0.0004
Si  0.0043  -0.0034  0.0033
Si  -0.0013  -0.0025  0.0042
Si  -0.0051  0.0031  0.0013
Si  0.0012  0.0007  -0.0006
Si  0.0028  0.0001  -0.0044
Si  0.0003  0.0004  -0.0018
Si  -0.0022  -0.0108  0.0034
Si  0.0018  -0.0015  -0.0006
Si  -0.0045  0.0039  0.0002
Si  -0.0006  0.0009  -0.0048
Si  0.0107  -0.0048  -0.0051
Si  0.0034  -0.0019  -0.0076
Si  -0.0005  0.0058  -0.0002
Si  -0.0097  0.0074  0.0032
Si  0.0003  0.0069  0.0044
Si  -0.0029  -0.0009  0.0046
Si  -0.0016  0.0065  0.0003
Si  -0.004  0.0029  -0.0063
Si  0.0061  -0.0008  0.0048
Si  0.0078  0.0133  -0.013
Si  0.0009  -0.0102  -0.0196
Si  0.0043  0.0044  -0.0297
Si  -0.008  0.0053  -0.0197
Si  0.022  0.0035  -0.03
Si  -0.0054  -0.0179  -0.0022
Si  -0.019  0.0054  -0.0131
Si  -0.0091  -0.0158  -0.0248
Si  -0.0008  -0.0025  -0.003
Si  -0.0032  -0.0015  0.0061
Si  -0.0016  -0.005  -0.011
Si  -0.0033  -0.0048  0.0002
Si  0.0032  -0.0017  -0.0112
Si  -0.0011  0.0044  0.0215
Si  -0.001  -0.009  -0.0047
Si  -0.0013  0.0025  -0.002
Si  -0.002  0.002  0.0001
Si  0.0015  -0.0007  0.0057
Si  0.0125  -0.004  -0.016
Si  0.0038  0.0029  0.0045
Si  -0.0077  0.0055  0.0187
Si  -0.0034  -0.0007  -0.0169
Si  0.0046  0.0001  0.0075
Si  0.0004  -0.0068  -0.0058
Si  -0.0011  0.0012  -0.0042
Si  0.0008  0.0022  -0.0112
Si  0.001  0.0029  0.0064
Si  -0.0023  0.0004  0.0142
Si  -0.0048  0.0046  0.0219
Si  0.007  0.0014  0.0185
Si  0.0046  0  -0.0001
Si  0.0004  -0.0033  0.0025
O  0.0007  0.0017  -0.0027
O  0.0068  -0.0007  -0.0135
O  -0.0008  -0.0056  -0.0057
O  0.001  -0.0032  -0.0028
O  0.0185  0.0272  -0.0061
O  0.0055  0.0048  0.0083
O  0.0027  -0.0023  -0.0028
O  -0.0113  -0.0022  -0.028
O  -0.0082  0.0023  -0.0266
O  0.0009  -0.0022  -0.0183
O  -0.0052  0.0024  -0.0251
O  0.0054  -0.0049  -0.0182
O  -0.0007  -0.0002  -0.0018
O  -0.0134  -0.0094  -0.0301
O  0.0039  0.004  -0.0073
O  -0.0032  -0.0026  -0.0168
O  0.0007  0.0012  0.0044
O  0.0006  0.0043  0.0057
O  -0.001  0.0004  0.014
O  0.0031  -0.0022  0.0059
O  0.0064  -0.0041  0.02
O  0.0028  -0.0017  0.0021
O  -0.0025  0.0052  0.0031
O  0.0002  -0.0018  0.0024
O  -0.0009  0.0008  0.0055
O  -0.0125  -0.0057  0.0063
O  0.0056  -0.0037  -0.0003
O  0.0028  0.0016  -0.0014
O  0.0149  0.0175  0.0057
O  0.0006  -0.0049  0.0227
O  -0.0042  -0.0067  0.0142
O  -0.0043  0.0014  -0.0016
O  0.0025  -0.0033  -0.0071
O  0.0049  0.0054  0.0035
O  0.0018  0.0002  0.0017
O  -0.0003  0.0067  0.0009
O  -0.0005  0.0034  0.0089
O  -0.0057  0.0008  -0.0022
O  -0.0062  0.0027  0.0053
O  0.0017  0.0002  0.0037
O  0  0.0001  0.0008
O  -0.0013  0.0006  0.0042
O  0.0001  -0.001  -0.0001
O  0.0005  -0.0011  0.0143
O  0.001  0.0048  -0.001
O  -0.006  0.0003  0.018
O  -0.0026  -0.0013  0.0011
O  0.0069  -0.0009  -0.018
O  0.0028  0.0014  -0.0013
O  -0.0031  0  -0.0015
O  0.0076  -0.0024  0.0135
O  -0.0007  0.0021  0.0023
O  0.0035  -0.0039  0
O  -0.0014  -0.0041  -0.0013
O  0.0012  -0.0026  -0.0044
O  -0.0057  0.0011  -0.0101
O  0.0008  0.0005  -0.001
O  0.0005  0.0015  0.0001
O  0.0006  0.0015  -0.0022
O  -0.0026  -0.0033  -0.0053
O  -0.0041  -0.0021  -0.003
O  -0.003  -0.0022  -0.0129
O  0.0025  -0.0019  -0.0021
O  0.0014  0.002  -0.0031

The program warned: the cutoff lies below the one the program advises for these potential files; the forces do not sum to zero within the program's tolerance; empty levels may hold ghost states of the PAW files; the exchange-correlation potential is rough where the density is thin.
